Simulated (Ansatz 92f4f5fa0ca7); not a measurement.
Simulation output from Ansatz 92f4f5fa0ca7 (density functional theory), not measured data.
Periodic cell of 210 atoms, Si128O78B4, from a study of silicon, its oxide and their interface. The atomic structure is a simulated model.
Doubt: the cutoff is far below the 930 eV that the study's wrapper takes by default for these files, so forces and energies are approximate.

Settings: functional PBE; potential files Ansatz PAW; basis plane waves; wave-function cutoff 580 eV; density cutoff ratio 5; exchange-correlation grid ratio 1; k mesh 1 x 1 x 1, Gamma-centred; self-consistency stop 5e-08 eV per atom in the density residual; occupations fixed; spin none; net charge 0.

Cell vectors (angstrom)
a, 10.938, 0, 0
b, 0, 10.938, 0
c, 0, 0, 31.1567

Atoms and the computed forces on them: element, x, y, z (angstrom), force x, y, z (eV/angstrom)
Si, 10.398, 0.5101, 23.7085, -0.0091, -0.0164, 0.0191
Si, 6.0298, 10.2727, 23.8404, -0.0517, 0.0129, -0.0209
Si, 2.2701, 3.1405, 23.7256, 0.0158, -0.0297, -0.0055
Si, 8.6058, 2.3787, 23.7587, 0.0231, 0.0163, -0.0005
Si, 0.7085, 5.038, 23.7972, 0.0126, 0.0191, 0.0014
B, 4.6838, 6.1183, 24.5377, -0.0351, 0.0346, -0.0212
B, 3.5042, 7.439, 24.5391, 0.0427, -0.0408, -0.0167
Si, 7.6511, 8.4323, 23.7945, 0.0598, -0.0514, 0.0027
Si, 1.2848, 1.3904, 25.0137, -0.0066, 0.0117, -0.0007
Si, 6.8912, 1.2708, 25.004, -0.0019, -0.0061, 0.0058
Si, 4.1364, 4.1764, 24.8601, 0.0073, -0.032, -0.0006
Si, 9.6981, 4.1356, 24.9654, -0.0445, -0.0366, 0.0079
Si, 1.6248, 6.8733, 25.024, -0.0898, -0.0192, -0.0198
Si, 6.5789, 6.7036, 25.0569, 0.0595, 0.0163, -0.0265
Si, 4.0821, 9.3645, 24.9112, -0.0175, 0.0156, 0.0228
Si, 9.4978, 9.5255, 24.9258, 0.0078, 0.0129, -0.0079
Si, 2.7479, -0.0498, 26.2764, 0.0065, 0.014, -0.0071
Si, 8.2447, -0.0383, 26.4151, 0.01, -0.0043, 0.0066
Si, -0.0039, 2.7519, 26.432, 0.0121, -0.0039, -0.0092
Si, 5.4726, 2.736, 26.2787, -0.0028, -0.0069, 0.0079
Si, 2.8105, 5.4203, 26.4381, -0.0189, -0.0161, -0.0061
Si, 8.1966, 5.4561, 26.3077, 0.0206, 0.0151, 0.0026
Si, 0.0421, 8.1873, 26.2875, -0.0123, 0.0163, 0.0045
Si, 5.4583, 8.2067, 26.4679, 0.038, 0.0357, 0.0297
Si, 4.1018, 1.3673, 27.7384, -0.0563, -0.0746, -0.7573
Si, 9.5708, 1.3673, 27.7384, 0.0763, -0.0014, 0.4175
Si, 1.3673, 4.1018, 27.7384, 0.0791, -0.136, 0.6156
Si, 6.8362, 4.1018, 27.7384, 0.0899, -0.1774, -0.4843
Si, 4.1018, 6.8362, 27.7384, 0.1361, -0.0675, 0.9228
Si, 9.5708, 6.8362, 27.7384, 0.0063, 0.0408, -0.6439
Si, 1.3673, 9.5708, 27.7384, -0.004, 0.0182, -0.5059
Si, 6.8362, 9.5708, 27.7384, 0.181, 0.2066, 0.5876
Si, 0, 0, 29.1057, -0.0028, 0.0607, -0.0249
Si, 5.469, 0, 29.1057, 0.0767, 0.0124, -0.0253
Si, 2.7345, 2.7345, 29.1057, -0.0548, 0.0569, -0.0302
Si, 8.2035, 2.7345, 29.1057, -0.055, -0.0998, -0.0147
Si, 0, 5.469, 29.1057, 0.0795, 0.0549, -0.0568
Si, 5.469, 5.469, 29.1057, -0.078, 0.1044, 0.0093
Si, 2.7345, 8.2035, 29.1057, -0.0695, -0.1369, -0.0132
Si, 8.2035, 8.2035, 29.1057, -0.006, 0.0316, -0.0186
Si, 1.3673, 1.3673, 30.4729, 0.0084, -0.0227, 0.0032
Si, 6.8362, 1.3673, 30.4729, -0.0434, 0.008, 0.0287
Si, 4.1018, 4.1018, 30.4729, 0.0501, -0.0606, -0.0321
Si, 9.5708, 4.1018, 30.4729, -0.0032, -0.0262, -0.0121
Si, 1.3673, 6.8362, 30.4729, -0.0386, 0.0551, 0.0316
Si, 6.8362, 6.8362, 30.4729, 0.1185, -0.048, 0.0015
Si, 4.1018, 9.5708, 30.4729, 0.0016, 0.0274, -0.0018
Si, 9.5708, 9.5708, 30.4729, 0.0147, -0.0345, -0.0375
Si, 2.7345, 0, 0.6835, -0.0506, -0.0658, 0.0108
Si, 8.2035, 0, 0.6835, 0.0619, -0.0354, -0.04
Si, 0, 2.7345, 0.6835, 0.0551, -0.0107, -0.0058
Si, 5.469, 2.7345, 0.6835, -0.0794, 0.0778, 0.0034
Si, 2.7345, 5.469, 0.6835, 0.0099, -0.0738, -0.0363
Si, 8.2035, 5.469, 0.6835, -0.0306, 0.0862, 0.03
Si, 0, 8.2035, 0.6835, -0.088, 0.003, 0.0075
Si, 5.469, 8.2035, 0.6835, -0.1207, -0.0343, -0.005
Si, 4.1018, 1.3673, 2.0507, 0.1027, 0.0306, 0.1232
Si, 9.5708, 1.3673, 2.0507, -0.1758, -0.1199, -0.0005
Si, 1.3673, 4.1018, 2.0507, -0.0447, 0.0563, -0.0376
Si, 6.8362, 4.1018, 2.0507, 0.0163, -0.1505, 0.0368
Si, 4.1018, 6.8362, 2.0507, -0.1005, -0.0216, 0.0017
Si, 9.5708, 6.8362, 2.0507, 0.0884, -0.018, 0.0224
Si, 1.3673, 9.5708, 2.0507, 0.0078, -0.0529, 0.053
Si, 6.8362, 9.5708, 2.0507, 0.0843, 0.0427, 0.1012
Si, 0, 0, 3.418, -0.1451, -0.0003, 0.2787
Si, 5.469, 0, 3.418, -0.0136, 0.1891, -0.1755
Si, 2.7345, 2.7345, 3.418, -0.19, 0.0368, 0.7576
Si, 8.2035, 2.7345, 3.418, 0.0627, 0.1329, -0.836
Si, 0, 5.469, 3.418, 0.4554, 0.2709, -1.0036
Si, 5.469, 5.469, 3.418, -0.2593, 0.0616, 0.5516
Si, 2.7345, 8.2035, 3.418, 0.2661, 0.0228, -0.5381
Si, 8.2035, 8.2035, 3.418, -0.3404, -0.1575, 0.565
Si, 1.2764, 1.3974, 4.8501, -0.0077, -0.0195, -0.0091
Si, 6.8456, 1.4605, 4.8329, 0.0653, 0.0123, 0.0447
Si, 4.0868, 4.1122, 4.8994, -0.0525, 0.0022, -0.0233
Si, 9.5897, 4.1203, 4.6454, -0.1127, -0.1001, 0.1269
Si, 1.3804, 6.8106, 4.7089, -0.001, -0.0034, 0.0157
Si, 6.8016, 6.809, 4.8827, -0.0208, -0.0126, -0.0068
Si, 4.1016, 9.5641, 4.7444, -0.0129, -0.0137, 0.0238
Si, 9.5199, 9.6006, 4.8276, -0.0037, -0.0328, -0.001
Si, 2.6107, -0.1291, 6.0896, 0.0127, 0.0147, 0.005
Si, 8.1689, 0.063, 6.2532, 0.0122, 0.0208, -0.0063
Si, -0.3479, 2.6304, 6.1602, 0.0881, -0.0024, 0.0283
Si, 5.4031, 2.7114, 6.3524, -0.0133, -0.021, -0.0127
Si, 2.5829, 5.4589, 6.2373, -0.0066, -0.0234, 0.0005
Si, 7.9848, 5.0707, 6.0566, 0.0551, 0.1412, 0.1097
Si, -0.1443, 8.0026, 6.0132, 0.0324, 0.0072, 0.0191
Si, 5.3752, 8.2406, 6.2656, -0.0302, -0.0391, -0.019
Si, 4.3787, 0.762, 7.3696, -0.0576, 0.0603, 0.024
B, 8.6638, 1.9712, 6.5886, -0.1058, 0.0764, -0.064
Si, 0.6377, 4.4904, 7.3323, 0.0679, -0.0471, 0.0345
B, 7.3555, 3.1448, 6.5664, 0.1872, 0.0264, -0.0046
Si, 3.4601, 7.35, 7.4651, 0.0202, 0.0203, 0.0072
Si, 9.8381, 6.1294, 7.1822, -0.085, 0.0595, -0.0084
Si, 1.5731, 9.0018, 7.2913, 0.0043, 0.0283, 0.005
Si, 6.2385, 10.1983, 7.3958, 0.0727, 0.0013, 0.029
O, 3.8987, 0.7367, 8.9724, 0.0256, -0.0104, -0.0399
O, 6.5306, 10.3337, 9.0497, -0.0232, 0.009, -0.0543
O, 0.8168, 9.605, 8.6575, -0.0018, -0.0154, -0.0093
O, 3.9118, 7.0674, 9.0425, -0.0113, -0.003, -0.0152
O, 9.6712, 6.6266, 8.7531, 0.0001, -0.0019, 0.0017
O, 0.9148, 4.4208, 8.9787, -0.0145, 0.0024, -0.0233
O, 7.9472, 3.1528, 22.3848, -0.007, 0.0006, -0.0162
O, 0.1332, 11.0565, 22.2365, 0.0077, -0.0011, -0.0223
O, 0.5256, 5.6787, 22.2631, -0.0012, -0.0036, 0.0111
O, 2.5532, 2.5115, 22.1919, -0.007, 0.0088, 0.0075
O, 5.8322, -0.2035, 22.269, 0.0103, -0.0064, 0.0214
O, 8.0477, 7.7857, 22.2962, -0.01, 0.0142, 0.0046
Si, 10.94, 9.16, 13.9578, 0.0002, -0.0004, -0.0033
Si, 5.8659, 8.0914, 16.3605, -0.0001, -0.0017, -0.0045
Si, 9.1206, 0.9176, 19.1213, -0.0019, 0.0017, 0.003
Si, 3.2151, 7.0611, 17.5132, -0.0021, -0.0023, -0.0023
Si, 2.2501, 4.5317, 18.9378, -0.0003, -0.0025, 0.0002
Si, 0.6761, 2.3725, 14.5223, -0.0025, -0.0018, -0.0037
Si, 7.1085, 5.7003, 11.5545, 0.0044, -0.0071, -0.0007
Si, 8.6247, 3.1468, 20.8971, -0.0011, -0.0018, 0.0174
Si, 5.453, 3.2823, 11.9778, 0.0041, 0.0025, -0.0012
Si, 1.1893, 3.6132, 10.3557, -0.0152, 0.0013, 0.0026
Si, 2.4086, 0.7107, 18.2731, -0.0042, -0.0011, -0.0003
Si, 2.8938, 9.3198, 19.694, -0.003, -0.0017, -0.0042
Si, 5.934, 3.5171, 16.1139, 0.0003, -0.0014, -0.0023
Si, 3.0831, 2.2504, 20.6791, -0.0034, 0.0014, -0.0081
Si, 7.2476, 5.9133, 14.5921, -0.0027, -0.0031, -0.0065
Si, 6.1273, 1.1791, 14.2724, -0.002, -0.0005, -0.0034
Si, 9.9389, 4.7542, 15.5958, -0.0031, -0.0013, -0.0031
Si, 8.3265, 3.6044, 18.0329, -0.0009, 0.0004, 0.0016
Si, 10.6741, 1.4372, 11.694, -0.0039, 0.0003, -0.005
Si, 3.9592, 9.9589, 14.6353, -0.0008, -0.0009, -0.0019
Si, 3.5462, 1.4844, 10.3656, -0.0041, 0.0058, 0.0241
Si, 6.7585, 9.3324, 10.3055, 0.0045, -0.018, 0.0285
Si, 5.0598, -0.2388, 20.8536, -0.002, -0.0061, -0.0066
Si, 0.4979, 9.5335, 10.2397, -0.0029, -0.002, -0.0073
Si, 2.4155, 10.0205, 12.2008, -0.0046, -0.0015, -0.0006
Si, 8.8559, 7.8442, 20.8742, 0.0004, -0.0018, 0.0006
Si, 7.219, 9.517, 18.8443, 0.0041, -0.0057, -0.0004
Si, 8.3883, 10.6334, 12.803, 0.0041, 0.0032, -0.0004
Si, 2.999, 5.3313, 12.3492, -0.0034, -0.0023, -0.0029
Si, 10.7507, 5.2735, 20.8579, -0.0048, -0.0106, -0.0052
Si, 9.1184, 7.3649, 10.0671, 0.0103, -0.0185, -0.0103
Si, 1.4393, 6.5751, 14.8642, -0.0015, -0.0026, -0.0048
Si, 4.6667, 7.1733, 10.4763, -0.0048, -0.0026, -0.0014
Si, 2.8611, 3.0297, 16.4751, -0.0021, 0.0006, -0.0043
Si, 1.114, 10.6234, 16.0109, -0.0043, 0.0006, -0.001
Si, 0.0516, 10.2597, 20.8201, -0.0043, 0.0086, 0.0138
O, 7.79, 8.2246, 9.7047, -0.0095, 0.0062, -0.0038
O, 9.9482, 9.033, 20.9883, -0.0018, -0.0075, -0.0049
O, 8.079, 4.0263, 19.6127, -0.0005, -0.0015, -0.0025
O, 4.7921, 7.2032, 17.1782, -0.0019, -0.0005, 0.0009
O, 10.9729, 9.4896, 15.567, -0.0033, -0.0019, 0.0019
O, 9.3182, 4.5354, 17.1066, -0.0004, -0.002, -0.001
O, 3.1546, 1.5526, 17.1006, -0.0011, -0.0025, 0.0024
O, 4.0177, 9.4004, 20.8885, 0.0022, -0.0004, 0.0073
O, 0.7019, 1.9333, 12.9489, -0.0018, -0.002, 0.0025
O, 8.4706, 1.5685, 20.4824, -0.0029, -0.0028, -0.0019
O, 3.2459, 3.7237, 19.9709, -0.0007, -0.0021, -0.0021
O, 0.9203, 5.149, 19.6583, -0.005, 0, 0.0027
O, 3.0722, 0.4483, 11.5598, 0.0011, 0.0008, -0.0049
O, 2.3472, 7.1782, 16.1131, -0.0029, -0.0026, 0.0016
O, 5.9859, 2.2514, 13.0884, -0.0036, -0.0024, 0.0011
O, 8.3862, 10.5767, 18.4729, -0.0072, -0.0049, 0.0014
O, 6.6393, 9.0315, 17.4174, -0.0027, -0.0035, 0.0039
O, 5.0393, 8.9562, 15.2743, -0.0015, -0.0005, 0.0013
O, 6.1376, 10.3899, 19.6834, -0.0018, -0.0023, -0.0002
O, 3.6039, 6.6681, 11.6137, 0.0004, 0.0017, -0.0011
O, 0.591, 7.6316, 13.9128, -0.0022, -0.0022, 0.0028
O, 10.2725, 8.4215, 10.6047, -0.0018, 0.0025, 0.0002
O, 10.3537, 3.3601, 14.8431, -0.0008, -0.0024, 0.0021
O, 4.6899, 0.4434, 14.4064, -0.0009, -0.0027, 0.0003
O, 1.8989, 9.0721, 10.9774, -0.002, -0.0013, -0.0001
O, 9.4388, 9.4741, 13.3565, -0.0048, -0.0007, 0.0026
O, 2.6255, 10.1903, 15.5422, 0.0012, -0.0013, -0.0016
O, 4.4032, 1.277, 20.7137, -0.0006, -0.0014, -0.0032
O, 5.9766, 6.2013, 10.4905, -0.0043, -0.0004, -0.0008
O, 2.0173, 1.5249, 19.6427, -0.0008, -0.0023, -0.0009
O, 3.4634, 10.4969, 18.7003, -0.0001, -0.002, 0.0006
O, 4.8635, 2.3642, 10.7661, -0.0078, -0.0068, -0.0059
O, 0.4835, 1.0465, 15.4101, -0.0024, -0.0028, 0.0022
O, 2.321, 2.4924, 10.0603, 0.0048, -0.0052, -0.0017
O, 4.244, 4.2637, 12.5137, -0.002, -0.0008, 0.0009
O, 6.3405, 4.6283, 15.0005, -0.0008, -0.0015, 0.0026
O, 2.7033, 8.0697, 18.6927, -0.0009, -0.0035, -0.0017
O, 8.8263, 5.521, 14.6835, -0.0011, -0.0016, 0.0022
O, 5.3049, 8.6744, 10.7346, 0.0018, 0.0049, -0.0033
O, 6.8294, 4.088, 11.5682, -0.0049, -0.0022, -0.0019
O, 6.8764, 6.3219, 13.0561, -0.0012, -0.0004, 0.0039
O, 0.1507, 0.1307, 10.7565, -0.0039, -0.0015, -0.0029
O, 6.8013, 3.7197, 17.4717, -0.0011, -0.0015, 0.0008
O, 1.1377, -0.081, 17.6177, -0.0018, -0.0014, 0
O, 10.1423, 3.7579, 21.0742, -0.0017, 0.012, 0.0029
O, 6.3586, 2.0124, 15.6486, -0.0017, -0.0043, 0.0002
O, 9.2054, 1.0301, 12.293, -0.0036, -0.0034, 0.0033
O, 7.7979, 8.2241, 19.6777, -0.0043, 0.0057, -0.0043
O, 1.8364, 3.683, 17.5868, -0.0018, -0.0029, 0.0005
O, 1.7592, 4.6579, 11.495, -0.0018, -0.0057, 0
O, 4.3271, 3.7201, 16.3334, -0.0029, -0.0003, 0.0019
O, 2.1167, 3.0153, 15.0122, -0.001, -0.0033, 0.0026
O, 1.4817, 9.6071, 20.4275, -0.002, 0.0015, 0.0029
O, 7.4552, 10.0563, 11.5911, -0.008, -0.0035, -0.0065
O, 10.5451, 0.3597, 19.6527, 0.0001, -0.0009, -0.0036
O, 3.5263, 9.3466, 13.1787, -0.0002, -0.0036, 0.0009
O, 10.7446, 2.7917, 10.7592, 0.0044, -0.0008, 0.0055
O, 9.614, 6.4203, 20.5378, -0.0024, 0.0027, 0.0038
O, 6.9493, 7.1675, 15.5811, -0.0049, 0, 0.0028
O, 1.0575, 10.1548, 13.1617, -0.001, -0.0023, -0.0008
O, 7.3759, 0.156, 14.0054, -0.0028, -0.0034, 0.0009
O, 0.3496, 5.6558, 15.6523, 0.0003, -0.0012, 0.0001
O, 9.0766, 2.1301, 18.016, -0.001, -0.0031, -0.0025
O, 2.4162, 5.7672, 13.8221, -0.0016, 0.001, 0.0046
O, 8.6188, 6.1838, 11.108, -0.0037, 0.0021, 0
O, 3.1846, 5.6659, 18.3032, -0.001, 0.0012, 0.0004

Results
free energy: -126348.053 eV
free energy less fixed offsets of B -154.04, O -568.88, Si -635.61 eV per atom: -1.173 eV

The program warned: the cutoff lies below the one the program advises for these potential files; the forces do not sum to zero within the program's tolerance; the exchange-correlation potential is rough where the density is thin.
